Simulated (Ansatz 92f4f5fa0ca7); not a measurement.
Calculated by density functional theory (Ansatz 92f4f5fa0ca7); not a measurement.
Periodic cell of 215 atoms, Si133O82, from a study of silicon, its oxide and their interface. The atomic structure is a simulated model.
This geometry differs little from another in the collection (a relaxation step or a small displacement).

Settings
functional: r2SCAN
potential files: Ansatz PAW
basis: plane waves
wave-function cutoff: 800 eV
density cutoff ratio: 5
exchange-correlation grid ratio: 1
k mesh: 1 x 1 x 1, Gamma-centred
self-consistency stop: 5e-08 eV per atom in the density residual
occupations: fixed
spin: none
net charge: 0

Cell vectors (angstrom)
a	10.938	0	0
b	0	10.938	0
c	0	0	31.5432

Atoms and the computed forces on them: element, x, y, z (angstrom), force x, y, z (eV/angstrom)
Si	10.4333	0.5478	24.3062	-0.0185	0.0109	0.0072
Si	6.0092	10.5009	24.1198	-0.0063	-0.0207	0.007
Si	2.1268	3.222	24.055	0.0026	0.0077	0.0093
Si	8.685	2.2432	24.2511	0.0346	-0.0036	0.0164
Si	0.491	5.0388	24.1326	-0.012	-0.0195	0.0136
Si	5.0304	5.886	24.1654	-0.0103	0.0015	0.0108
Si	3.3593	7.6396	24.1304	0.009	0.0124	0.0225
Si	7.812	8.8095	23.9864	-0.0107	0.0149	0.0009
Si	1.3377	1.4499	25.4311	0.0036	-0.0036	-0.0034
Si	6.8856	1.3171	25.4483	-0.001	0	-0.0061
Si	4.0247	4.094	25.3181	0.0035	-0.0054	-0.003
Si	9.6295	4.097	25.3751	-0.0064	0.0052	-0.0003
Si	1.4622	6.8111	25.3515	0.0042	-0.0016	-0.0077
Si	6.8696	6.9221	25.2508	0.0008	-0.0001	-0.0003
Si	4.1943	9.5253	25.324	-0.0024	0.0034	-0.0027
Si	9.5271	9.6196	25.4143	0.0094	-0.004	0.0004
Si	2.7604	-0.0108	26.6856	0.0028	-0.0014	0.0024
Si	8.2055	-0.0139	26.851	-0.003	-0.0046	-0.0012
Si	-0.0089	2.762	26.8324	-0.0001	0.0044	0.0038
Si	5.4456	2.7334	26.699	-0.0029	-0.0008	0.0027
Si	2.7432	5.446	26.7931	-0.0034	-0.0023	0.002
Si	8.2046	5.4989	26.6718	0.0073	-0.0025	-0.0017
Si	0.0185	8.1936	26.6926	-0.0055	-0.0001	0.0006
Si	5.511	8.1904	26.7655	0.0026	0.0069	0.0017
Si	4.1018	1.3673	28.1249	0.0089	-0.089	-0.4049
Si	9.5708	1.3673	28.1249	0.0398	0.0635	0.5874
Si	1.3673	4.1018	28.1249	0.0184	0.1573	0.5959
Si	6.8362	4.1018	28.1249	-0.0774	0.1699	-0.6807
Si	4.1018	6.8362	28.1249	0.2323	-0.0854	0.0698
Si	9.5708	6.8362	28.1249	0.0715	-0.0108	-0.5124
Si	1.3673	9.5708	28.1249	0.0834	0.0287	-0.5646
Si	6.8362	9.5708	28.1249	-0.1078	-0.197	0.586
Si	0	0	29.4922	-0.0106	0.0899	0.0117
Si	5.469	0	29.4922	-0.0028	-0.0415	0.0033
Si	2.7345	2.7345	29.4922	-0.0572	0.0145	-0.0038
Si	8.2035	2.7345	29.4922	0.058	-0.0494	0.0044
Si	0	5.469	29.4922	0.0553	-0.018	0.0184
Si	5.469	5.469	29.4922	-0.0147	0.0542	0.0126
Si	2.7345	8.2035	29.4922	0.0325	0.0008	-0.0258
Si	8.2035	8.2035	29.4922	-0.0342	0.0471	0.0125
Si	1.3673	1.3673	30.8594	0.0532	-0.019	0.0084
Si	6.8362	1.3673	30.8594	-0.0618	0.0064	-0.0267
Si	4.1018	4.1018	30.8594	0.0293	-0.0445	-0.0007
Si	9.5708	4.1018	30.8594	-0.0278	0.0469	-0.0226
Si	1.3673	6.8362	30.8594	-0.0456	0.0072	-0.024
Si	6.8362	6.8362	30.8594	0.0424	-0.0515	0.0081
Si	4.1018	9.5708	30.8594	0.0014	0.0539	-0.0218
Si	9.5708	9.5708	30.8594	0.0171	-0.0487	0.0022
Si	2.7345	0	0.6835	0.0124	-0.0351	0.0261
Si	8.2035	0	0.6835	-0.0039	0.0774	-0.0038
Si	0	2.7345	0.6835	-0.0647	0.0274	-0.0011
Si	5.469	2.7345	0.6835	0.0276	-0.0148	0.0221
Si	2.7345	5.469	0.6835	-0.0318	0.0508	-0.0044
Si	8.2035	5.469	0.6835	0.0385	-0.0362	0.0265
Si	0	8.2035	0.6835	0.0621	-0.0325	0.0244
Si	5.469	8.2035	0.6835	-0.0423	0.0112	-0.005
Si	4.1018	1.3673	2.0507	-0.0296	0.0238	0.0086
Si	9.5708	1.3673	2.0507	0.0029	-0.0836	-0.0266
Si	1.3673	4.1018	2.0507	0.0506	-0.0465	-0.0187
Si	6.8362	4.1018	2.0507	-0.0803	0.0028	0.0149
Si	4.1018	6.8362	2.0507	0.0635	-0.0396	-0.0241
Si	9.5708	6.8362	2.0507	-0.029	0.0331	-0.0199
Si	1.3673	9.5708	2.0507	-0.016	0.0554	0.0209
Si	6.8362	9.5708	2.0507	0.0047	-0.0281	0.0091
Si	0	0	3.418	-0.2475	0.0231	-0.453
Si	5.469	0	3.418	0.0124	-0.017	0.4861
Si	2.7345	2.7345	3.418	-0.1796	-0.0017	-0.4804
Si	8.2035	2.7345	3.418	0.0106	-0.2081	0.5159
Si	0	5.469	3.418	-0.1027	0.0715	0.6591
Si	5.469	5.469	3.418	-0.0447	0.1228	-0.6115
Si	2.7345	8.2035	3.418	0.0839	0.0097	0.4605
Si	8.2035	8.2035	3.418	0.2367	-0.0796	-0.2459
Si	1.3205	1.389	4.7274	-0.0151	-0.0104	-0.0021
Si	6.8535	1.3291	4.8608	0.0014	0.0022	-0.0035
Si	4.0818	4.1257	4.7072	0	0.0043	-0.0006
Si	9.5524	4.086	4.8559	0.0009	-0.0021	0.0067
Si	1.358	6.8715	4.8531	-0.0054	0.0028	0.0008
Si	6.8453	6.817	4.7306	0.0018	-0.0035	-0.0049
Si	4.1079	9.5716	4.8484	0.001	-0.0044	-0.0005
Si	9.5835	9.5699	4.7694	0.0081	-0.0004	-0.0017
Si	2.6421	0.0428	6.1214	0.002	0.0071	0.0121
Si	8.2335	-0.1093	6.2559	-0.0054	0.0051	0.0074
Si	-0.0115	2.6814	6.2165	-0.0035	0.0032	-0.0035
Si	5.4035	2.7653	6.0944	-0.001	-0.0107	0.0144
Si	2.7536	5.4554	6.1517	0.0076	0.0017	0.0024
Si	8.1155	5.4449	6.1879	0.001	-0.0027	-0.0028
Si	0.0035	8.2902	6.2405	-0.0019	-0.0057	-0.0031
Si	5.5574	8.1682	6.1661	-0.0087	0.0089	0.0047
Si	3.4977	1.9412	7.1996	0.0494	-0.0506	0.1871
Si	10.0224	0.8477	7.4795	0.0144	0.0016	-0.0105
Si	1.7964	3.6779	7.3775	-0.0141	-0.0232	0.0024
Si	6.22	4.5353	7.4061	-0.012	0.0062	-0.0075
Si	4.6411	6.3275	7.2881	0.0065	-0.0038	-0.0217
Si	9.1624	7.2005	7.3425	0.0047	0.0165	-0.0146
Si	0.9069	10.1642	7.5346	-0.0031	0.0056	0.0046
Si	7.4053	8.9165	7.5003	0.0067	-0.0164	-0.0268
O	4.5523	6.6312	8.8981	0.0123	-0.0044	-0.0007
O	1.4694	4.0194	8.9633	-0.0044	0.0013	-0.0203
O	9.7107	6.5678	8.7604	-0.0024	-0.0098	-0.0334
O	1.3436	10.1074	9.1464	-0.0179	0.0077	-0.0254
O	6.1017	4.217	9.0328	0.0091	-0.0207	0.0215
O	3.7496	1.6002	8.773	0.1358	-0.0927	0.2532
O	7.1122	9.0183	9.1306	-0.0184	0.0352	0.0787
O	9.6141	1.1038	9.0583	-0.0027	-0.0026	-0.0025
O	8.253	2.5101	22.6943	0.0016	-0.0068	0.0235
O	11.0436	5.5101	22.6034	0.003	-0.0089	0.0244
O	5.5951	0.0807	22.6177	0.0007	-0.0102	0.0276
O	5.2652	5.4142	22.6062	-0.0096	0.0012	0.031
O	2.1651	2.7869	22.4564	-0.0079	0.0135	0.0204
O	3.2629	7.8367	22.4946	0.0082	-0.0115	0.0118
O	8.3726	8.7137	22.4225	-0.0137	-0.0046	0.0308
O	-0.1287	11.1791	22.7485	0.0026	-0.0044	0.0008
Si	2.1441	2.9604	12.8986	-0.0007	0.0034	0.0016
Si	8.6777	1.3097	10.3567	-0.0165	0.0021	-0.0031
Si	1.0637	4.4899	15.3587	0.0074	-0.0008	0.0003
Si	7.58	5.5859	12.2087	-0.0005	0.0493	0.0046
Si	2.4024	8.1554	21.1712	-0.0109	0.0077	0.0017
Si	5.4687	7.8038	12.4847	0.0122	0.0103	-0.011
Si	9.2864	0.4457	15.4498	0.0021	0.0003	0.0021
Si	2.9335	-0.0498	16.673	-0.0079	-0.0051	0.0036
Si	10.4751	1.1576	12.5689	0.0196	-0.0065	0.008
Si	7.7312	2.8119	21.2092	-0.0171	-0.0045	0.0012
Si	9.1162	8.7872	14.4135	-0.0068	0.0025	0.0056
Si	1.5111	4.7994	10.3816	0.0104	-0.005	-0.0036
Si	4.4819	9.4587	19.1373	-0.0045	0.0005	0.0016
Si	11.0714	6.0774	21.0925	-0.0031	0.0091	-0.011
Si	6.6171	10.4479	14.8496	0.0004	0.0021	-0.0002
Si	5.3585	0.7189	21.1598	0.0003	0.0154	0.0023
Si	2.3562	9.8236	10.3914	0.006	-0.0104	-0.0052
Si	0.4258	10.6143	21.3635	0.004	-0.0039	0.0142
Si	5.814	5.2327	21.1109	0.0082	-0.0024	-0.0088
Si	3.6697	7.1079	10.1412	-0.0086	-0.0152	0.0133
Si	9.0654	5.6889	14.8375	0.0129	-0.0052	-0.0067
Si	3.6415	4.0739	19.0758	0.0002	0.0074	-0.0044
Si	10.0008	3.657	19.2976	-0.0012	0.0056	-0.0001
Si	4.2886	8.6669	15.3688	-0.0055	-0.0084	0.0007
Si	0.465	1.9131	17.153	0.0066	-0.0041	-0.0045
Si	6.7872	7.5085	19.2593	0.0002	-0.0027	-0.005
Si	5.2499	3.6305	16.7303	0.0022	-0.0038	0.0043
Si	7.7785	5.023	17.5167	0.0002	0.0067	0.006
Si	6.6861	9.9363	10.3983	-0.1028	0.0633	-0.0875
Si	4.3832	1.0789	10.146	0.0389	-0.0238	-0.3786
Si	-0.0387	9.12	11.8589	-0.0027	-0.0115	-0.0029
Si	9.0957	8.6007	20.9637	0.0105	-0.0063	-0.0063
Si	4.5416	1.6584	14.5953	-0.0031	-0.0056	-0.0111
Si	2.4345	2.0726	21.0257	0.0023	-0.005	0.002
Si	6.3304	3.3543	10.385	0.0121	-0.0095	-0.0194
Si	3.4313	5.9147	16.7184	-0.0024	0	-0.0005
Si	9.9056	6.5563	10.353	0.0043	-0.0047	0.0127
O	0.0699	2.6126	18.5641	0.0066	-0.0178	0.0185
O	2.9759	9.6344	15.5996	-0.0339	-0.0143	-0.0205
O	10.8172	4.8012	20.1204	0.0147	0.0043	0.0011
O	7.5389	2.3728	9.9839	0.0025	0.0253	0.0001
O	10.969	5.3852	10.7642	0.0034	-0.0167	0.0143
O	6.6331	6.7405	12.8493	0.0211	-0.0066	-0.0134
O	10.3494	8.073	10.7548	0.018	0.0196	-0.0049
O	7.6395	9.4387	14.0146	-0.017	-0.0048	-0.0278
O	8.482	6.2219	11.0309	-0.0415	-0.0158	0.0222
O	5.3136	10.476	20.0715	0.0204	-0.0083	-0.0044
O	2.1503	3.7528	11.4671	0.0078	0.0013	-0.0101
O	7.97	8.4815	19.7999	0.0095	0.0273	-0.0089
O	6.1881	6.6844	20.5195	-0.013	0.0096	0.023
O	5.4705	2.7204	15.4121	0.0266	0.0074	-0.0145
O	1.2881	0.9254	20.7103	-0.0121	-0.0014	-0.0218
O	6.1076	9.0521	11.6362	-0.003	-0.0147	-0.0192
O	4.608	4.9852	16.1218	0.016	0.0164	-0.0373
O	6.5921	3.9286	17.5836	0.0031	-0.0235	0.0161
O	10.5555	10.693	11.7611	0.0024	0.0062	-0.0222
O	5.5736	0.4994	14.0295	-0.0001	-0.0026	-0.0273
O	8.0493	5.1571	15.9467	-0.0167	-0.0104	-0.0072
O	9.7148	9.8128	15.5237	0.03	-0.0216	0.0348
O	-0.3918	5.1347	15.1378	-0.0014	0.0073	-0.0056
O	1.5474	6.8272	20.7701	0.0153	-0.0084	-0.0244
O	1.5373	0.662	17.177	-0.0103	-0.0094	0.016
O	6.5675	1.7481	20.8183	0	-0.0051	-0.0293
O	1.0005	1.8035	12.8094	0.0005	-0.0094	0
O	3.2412	5.4711	18.2946	-0.0244	0.0204	0.0212
O	9.5342	2.0005	11.559	-0.0178	0.0326	-0.0133
O	1.0145	3.1182	16.22	0.0143	0.0016	0.003
O	8.578	5.1339	13.4005	-0.0066	-0.0205	-0.0177
O	10.2232	8.6444	13.2407	0.0113	-0.0084	0.0013
O	1.4493	9.39	21.5825	0.0006	0.0023	-0.0022
O	10.0594	9.902	20.645	-0.0057	0.0184	-0.0189
O	3.1745	0.2288	10.8703	0.0483	0.0273	-0.0283
O	5.0567	2.4095	10.8352	0.0047	-0.0651	-0.057
O	1.7184	4.1036	13.9451	0.0049	0.0142	-0.0055
O	7.959	10.8545	10.8342	-0.0313	0.0134	-0.012
O	9.1062	4.4564	18.2183	0.0094	0.0031	-0.0066
O	5.6466	9.5103	15.7774	0.0106	-0.0087	0.0368
O	5.5496	0.0035	9.8491	-0.1117	0.1122	0.0967
O	3.5602	2.2842	13.4293	0.0056	-0.0009	-0.0162
O	1.9974	5.6238	16.0313	-0.0171	0.0132	-0.0061
O	9.726	1.0062	13.991	-0.0056	0.0122	-0.0028
O	4.4547	6.9898	11.5344	-0.0068	-0.0093	0.0042
O	4.7173	4.4862	20.2012	-0.0086	0.0011	0.0081
O	10.0124	1.3131	16.577	-0.0185	-0.0018	0.0106
O	6.7149	4.3454	11.6158	-0.0277	-0.0266	-0.0108
O	5.5981	8.4007	18.6067	-0.0008	0.0033	-0.0278
O	9.0194	2.7631	20.2307	0.0166	-0.0279	0.0044
O	3.6315	1.1075	15.805	-0.0067	0.0175	0.008
O	4.2293	3.0972	17.8972	-0.0064	-0.0381	0.002
O	9.929	7.2101	20.9301	-0.0099	-0.01	-0.0067
O	3.3614	8.6731	9.8695	-0.0007	0.006	-0.0115
O	3.9402	7.4121	16.3491	0.0049	0.0115	0.001
O	7.6636	0.4775	15.6458	-0.0076	0.0343	0.0294
O	8.9751	7.2969	14.9696	-0.0036	0.009	0.0132
O	3.9117	1.4281	21.1189	0.0032	-0.004	-0.0013
O	1.5782	9.1637	11.6701	0.0183	0.0059	0.0167
O	2.3832	6.152	10.2427	0.0086	0.0087	0.0068
O	7.3371	6.4411	18.1672	0.0048	0.0096	-0.0143
O	7.1461	4.3177	21.1271	0.0089	0.0145	-0.009
O	4.6212	8.2463	13.8162	-0.0038	0.0012	-0.0203
O	3.3586	8.6187	19.9567	-0.0064	-0.0186	-0.0041
O	2.4945	3.2131	19.8507	-0.0288	0.0029	-0.0102
O	3.7322	10.3219	17.977	-0.0011	0.0127	0.0046

Results
free energy: -131839.335 eV
free energy less fixed offsets of O -570.45, Si -639.56 eV per atom: -0.955 eV

The program warned: the cutoff lies below the one the program advises for these potential files; the forces do not sum to zero within the program's tolerance; empty levels may hold ghost states of the PAW files; the exchange-correlation potential is rough where the density is thin.
